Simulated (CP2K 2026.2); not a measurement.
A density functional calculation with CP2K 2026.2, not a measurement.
Periodic cell of 547 atoms, Si316O221N10, from a study of silicon, its oxide and their interface. The atomic structure is a simulated model.
Doubt: the forces sum to 3.12 eV/angstrom along one axis rather than to zero, so they err by at least 0.0057 eV/angstrom per atom on average; the grid cutoff is modest.

Settings
functional: PBE
method: Gaussian and plane waves
basis set: DZVP-MOLOPT-SR-GTH
pseudopotentials: GTH-PBE
grid cutoff: 350 Ry, relative cutoff 50 Ry
k points: Gamma only
occupations: fixed
spin: none
net charge: 0

Cell vectors (angstrom)
a 16.332 0 0
b 0 16.332 0
c 0 0 34.4532

Atoms and the computed forces on them: element, x, y, z (angstrom), force x, y, z (eV/angstrom)
Si 15.994 0.658 0.023 -0.008 -0.221 0.702
Si 2.656 2.975 0.213 0.023 -0.07 0.679
Si 0.252 4.963 34.39 -0.093 0.322 0.706
Si 2.542 8.411 34.297 0.135 -0.281 0.733
Si 0.265 10.542 0.145 0.036 0.109 0.799
Si 3.179 13.048 34.091 -0.146 0.204 0.708
Si 5.782 15.931 0.008 -0.105 0.213 0.833
Si 7.941 3.072 34.434 0.36 -0.468 0.613
Si 5.627 5.321 0.266 -0.224 0.306 0.652
Si 7.772 8.789 0.14 -0.064 -0.088 0.681
Si 5.461 10.916 0.255 -0.056 0.037 0.398
Si 8.024 13.757 0.055 0.169 -0.095 0.784
Si 11.33 16.061 0.182 -0.168 -0.024 0.768
Si 13.662 2.723 0.412 -0.003 -0.04 0.462
Si 11.424 4.905 0.048 -0.011 0.081 0.684
Si 13.428 8.389 0.036 0.15 -0.248 0.74
Si 11.138 10.592 0.146 -0.02 0.239 0.783
Si 13.568 13.84 34.397 0.188 -0.217 0.743
Si 1.371 1.448 1.436 0.014 -0.013 -0.044
Si 4.09 4.166 1.567 0 -0.001 -0.041
Si 1.37 6.744 1.126 -0.007 -0.014 -0.057
Si 4.037 9.471 1.377 -0.029 -0.013 -0.018
Si 1.525 12.194 1.203 -0.014 0.009 -0.081
Si 4.103 14.775 1.153 -0.027 0.004 -0.064
Si 6.873 1.32 1.225 -0.005 0.008 -0.041
Si 9.655 4.006 1.32 -0.027 0.001 -0.049
Si 6.819 6.982 1.375 0.032 -0.001 -0.057
Si 9.502 9.604 1.505 0.041 -0.031 -0.03
Si 6.857 12.3 1.491 0.017 0.035 -0.034
Si 9.62 14.929 1.338 -0.016 0.026 -0.06
Si 12.318 1.278 1.606 -0.012 0.009 -0.043
Si 15.103 4.095 1.562 0.034 0.015 -0.031
Si 12.334 6.714 1.298 -0.027 0.045 -0.071
Si 15.008 9.435 1.428 -0.006 0.003 -0.068
Si 12.371 12.249 1.274 0.005 0.021 -0.035
Si 15.084 15.094 1.231 0.029 0.021 -0.048
Si 0.092 2.736 2.912 -0.012 -0.006 0.031
Si 2.755 16.227 2.559 0.047 0.018 0.013
Si 0.042 8.032 2.68 0.038 -0.031 0.018
Si 2.678 5.55 2.759 -0.045 0.025 0.02
Si 0.13 13.639 2.526 -0.047 -0.035 0
Si 2.732 10.872 2.731 0.024 -0.004 0.024
Si 5.493 2.642 2.682 0.033 0.02 -0.002
Si 8.234 0.009 2.666 -0.011 -0.007 0.003
Si 5.408 8.183 2.789 0 -0.003 0.009
Si 8.257 5.497 2.621 -0.015 -0.024 -0.015
Si 5.414 13.619 2.754 -0.014 -0.027 0.036
Si 8.206 10.964 2.868 -0.004 0.026 0.009
Si 10.87 2.655 2.811 0.005 0.011 0.005
Si 13.752 16.266 2.826 0.01 -0.004 0.032
Si 10.885 8.074 2.676 0.03 -0.005 0.011
Si 13.682 5.492 2.788 -0.015 0.003 0.011
Si 10.965 13.552 2.698 -0.004 -0.009 0.022
Si 13.681 10.898 2.698 -0.003 0.002 0.022
Si 1.414 4.15 4.186 -0.013 0.027 0.017
Si 4.095 1.283 3.998 -0.028 -0.003 0.008
Si 1.353 9.486 4.043 -0.015 -0.004 -0.012
Si 4.053 6.845 4.147 -0.008 0.006 0.015
Si 1.417 14.939 4.011 0.004 -0.004 -0.022
Si 4.095 12.219 4.105 0.003 0.01 -0.005
Si 6.854 4.081 3.979 0.002 0.017 -0.027
Si 9.518 1.317 4.139 0.008 0.002 0.023
Si 6.787 9.556 4.123 -0.006 -0.012 -0.004
Si 9.546 6.783 4.093 0.006 -0.001 0.008
Si 6.814 15.01 4.047 0.016 0.003 -0.008
Si 9.592 12.298 4.157 -0.006 0.028 0.02
Si 12.273 4.078 4.076 0.005 -0.015 -0.011
Si 15.043 1.339 4.185 0.017 -0.008 0.01
Si 12.264 9.517 4.01 -0.021 -0.021 -0.04
Si 15.023 6.804 4.16 0.011 -0.007 0.013
Si 12.304 14.922 4.093 0.002 0.029 -0.002
Si 15.067 12.29 3.979 0.013 0.029 -0.016
Si 0.086 16.278 5.455 0 0.001 0.02
Si 2.777 2.682 5.42 0.003 -0.019 -0.005
Si 0.016 5.456 5.541 -0.005 -0.014 0.02
Si 2.704 8.211 5.495 -0.01 0.016 0.011
Si 0.015 10.891 5.392 0.006 -0.002 -0.008
Si 2.732 13.593 5.432 0.01 -0.025 0
Si 5.441 16.327 5.438 0.002 0 -0.004
Si 8.152 2.728 5.424 -0.012 0.012 -0.002
Si 5.451 5.408 5.384 0.025 -0.024 -0.008
Si 8.161 8.156 5.429 0.004 -0.019 0.018
Si 5.432 10.891 5.498 0.004 0.005 0.011
Si 8.164 13.651 5.446 -0.006 0.003 0.025
Si 10.918 16.292 5.45 -0.003 0 0.022
Si 13.629 2.725 5.456 -0.014 0.009 0.005
Si 10.898 5.426 5.441 0.011 0.002 0.009
Si 13.623 8.204 5.435 -0.009 -0.004 0.006
Si 10.934 10.868 5.436 0.013 -0.02 0.005
Si 13.689 13.582 5.419 0.002 -0.015 -0.003
Si 1.411 1.333 6.814 -0.013 0.006 0.001
Si 4.115 4.051 6.788 0.009 0.004 0
Si 1.355 6.853 6.869 -0.004 0.002 0.003
Si 4.05 9.564 6.872 0.01 0.01 0.009
Si 1.374 12.23 6.79 0.005 0.008 -0.003
Si 4.076 14.961 6.806 -0.004 -0.015 0.009
Si 6.792 1.371 6.795 0.01 0.038 0.007
Si 9.501 4.085 6.785 0.008 -0.025 -0.001
Si 6.775 6.786 6.766 -0.023 0.003 -0.003
Si 9.531 9.529 6.775 0.005 0.025 0.002
Si 6.792 12.274 6.813 0.001 -0.017 -0.006
Si 9.526 14.973 6.824 -0.018 0.001 0.006
Si 12.267 1.357 6.791 0.022 0.024 0.001
Si 14.97 4.075 6.849 0.01 0.012 0.004
Si 12.249 6.813 6.771 -0.02 -0.026 -0.006
Si 14.971 9.576 6.796 -0.023 0.011 -0.001
Si 12.299 12.25 6.782 0.021 0.011 -0.01
Si 15.032 14.934 6.81 -0.006 0.015 -0.001
Si 0.009 2.679 8.164 -0.018 0.002 -0.001
Si 2.734 16.304 8.214 0.015 0.015 -0.004
Si 16.31 8.234 8.205 0.016 0.009 0.011
Si 2.729 5.429 8.141 -0.015 -0.01 -0.006
Si 0.056 13.581 8.189 0.004 -0.05 -0.01
Si 2.684 10.925 8.249 -0.009 0.005 0.007
Si 5.449 2.709 8.183 0.001 -0.015 0
Si 8.133 16.32 8.166 0.015 0.004 -0.009
Si 5.42 8.146 8.149 0.014 -0.013 -0.004
Si 8.104 5.424 8.148 -0.018 -0.001 -0.004
Si 5.393 13.591 8.192 0.006 0.006 0.013
Si 8.168 10.897 8.132 0.001 -0.015 0.002
Si 10.872 2.726 8.112 0.009 -0.009 0.009
Si 13.652 16.323 8.127 -0.005 0.001 0.016
Si 10.873 8.159 8.13 0.013 -0.01 -0.011
Si 13.593 5.471 8.159 0.002 -0.012 -0.007
Si 10.914 13.606 8.149 -0.007 0.001 -0.009
Si 13.633 10.933 8.176 -0.025 0.008 0.005
Si 1.353 4.072 9.493 0.009 -0.001 -0.014
Si 4.114 1.333 9.547 0.01 0.025 -0.009
Si 1.312 9.58 9.631 -0.035 0.001 0.005
Si 4.048 6.8 9.522 0.012 0.006 -0.005
Si 1.378 14.937 9.606 0.006 0.006 0.017
Si 4.01 12.305 9.639 -0.026 0.017 0.009
Si 6.759 4.078 9.57 0.002 0.018 0.018
Si 9.536 1.354 9.463 -0.028 0.012 -0.025
Si 6.786 9.532 9.473 0.015 0.004 -0.019
Si 9.446 6.823 9.46 0.027 0.016 -0.009
Si 6.751 14.943 9.534 0.011 0.019 -0.002
Si 9.522 12.255 9.498 0.013 -0.004 -0.012
Si 12.209 4.098 9.478 -0.022 0.024 0.003
Si 14.993 1.312 9.543 0.038 -0.01 -0.023
Si 12.226 9.56 9.457 -0.006 -0.002 -0.001
Si 14.912 6.872 9.523 -0.038 -0.002 -0.007
Si 12.277 15 9.492 0.004 0.004 -0.021
Si 15.025 12.254 9.56 -0.012 -0.014 0.014
Si 0.006 16.284 10.964 -0.07 0.044 0.025
Si 2.741 2.722 10.841 -0.017 0.024 -0.002
Si 16.253 5.431 10.794 0.022 0.021 0.023
Si 2.674 8.138 10.903 -0.004 -0.002 0
Si 16.308 10.948 11.067 0.019 -0.011 0.031
Si 2.683 13.669 11.138 0.026 -0.036 0.042
Si 5.403 16.268 10.952 -0.031 0.003 0.038
Si 8.175 2.664 10.826 0.02 -0.001 0.015
Si 5.359 5.46 10.934 0.019 -0.03 0.004
Si 8.096 8.165 10.864 -0.02 0.007 0.006
Si 5.421 10.868 10.836 0.015 -0.042 -0.012
Si 8.152 13.606 10.864 0.006 -0.009 0.021
Si 10.9 0.032 10.846 0.004 0.005 -0.003
Si 13.533 2.664 10.8 -0.018 0.002 -0.031
Si 10.833 5.508 10.788 -0.012 -0.056 0.039
Si 13.592 8.312 10.879 -0.008 0.018 -0.012
Si 10.832 10.844 10.836 0.019 0.006 0.006
Si 13.67 13.669 10.833 -0.025 0.04 0.034
Si 1.462 1.337 12.213 0.043 -0.039 0.001
Si 3.991 4.073 12.29 -0.025 0.001 -0.018
Si 1.235 6.756 12.201 0.036 0.016 -0.072
Si 4.078 9.519 12.214 -0.017 -0.03 -0.032
Si 1.249 12.341 12.541 -0.02 0.022 -0.022
Si 4.062 15.069 12.548 -0.009 0.06 0.005
Si 6.897 1.22 12.193 0.039 -0.004 -0.023
Si 9.525 4.075 12.111 0.012 0.001 -0.065
Si 6.716 6.848 12.27 -0.02 0.019 -0.028
Si 9.413 9.534 12.243 0.018 -0.027 -0.049
Si 6.768 12.217 12.194 -0.011 -0.012 -0.06
Si 9.554 14.991 12.17 -0.022 0.005 -0.033
Si 12.21 1.381 12.282 -0.009 0.015 0.006
Si 14.838 4.063 12.086 0.015 -0.021 0.023
Si 12.085 7.032 12.092 -0.038 0.06 -0.094
Si 14.916 9.583 12.427 -0.056 0.036 -0.014
Si 12.311 12.215 12.021 0.01 -0.025 -0.049
Si 14.9 14.997 12.375 0.016 -0.023 -0.053
Si 16.243 2.614 13.331 -0.029 -0.007 -0.01
Si 2.668 0.235 13.972 0.045 0.05 0.027
Si 16.312 8.105 13.682 0.026 -0.066 0.053
Si 2.409 5.319 13.641 -0.043 -0.016 -0.035
Si 16.142 13.766 13.983 0.025 -0.025 0.042
Si 2.778 10.877 13.625 0 0.006 0.014
Si 5.54 2.657 13.391 -0.028 0.022 0.014
Si 8.263 16.251 13.678 -0.035 0.015 0.01
Si 5.298 8.127 13.703 0.033 0 0.003
Si 8.152 5.415 13.426 0.031 -0.022 0.021
Si 5.549 13.555 13.678 -0.003 -0.013 0.005
Si 7.992 10.812 13.627 -0.043 0.008 0.012
Si 10.886 2.84 13.586 0.001 0.01 0.057
Si 13.45 16.312 13.741 0 0.038 0.125
Si 10.786 8.284 13.666 0.022 -0.011 0.075
Si 13.453 5.611 13.226 -0.014 0.016 0.04
Si 10.92 13.487 13.304 0 -0.06 0.009
Si 13.518 11.101 13.668 0.023 -0.026 0.05
Si 0.717 4.084 14.921 0.19 0.292 -0.567
Si 4.311 1.718 15.106 -0.236 -0.295 -0.628
Si 1.645 9.275 14.903 -0.023 -0.172 -0.523
Si 3.64 6.851 14.863 -0.02 0.074 -0.539
Si 0.922 15.468 15.289 0.006 0.044 -0.653
Si 4.297 12.068 15.007 -0.109 0.154 -0.671
Si 7.042 3.83 14.726 -0.16 0.24 -0.714
Si 9.32 1.667 14.878 0.238 -0.17 -0.701
Si 6.39 9.739 15.086 0.218 -0.238 -0.749
Si 9.548 6.625 14.805 0.249 0.041 -0.535
Si 7.327 14.474 14.976 0.07 -0.078 -0.662
Si 9.554 12.18 14.671 -0.112 0.041 -0.359
Si 11.926 4.659 14.705 -0.211 -0.114 -0.783
Si 15.088 1.266 14.854 -0.036 -0.193 -0.687
Si 11.843 10.042 14.906 0.042 -0.13 -0.679
Si 14.918 6.527 14.772 0.259 0.057 -0.575
Si 12.133 14.654 14.901 0.3 0.012 -0.552
Si 14.437 12.621 15.338 0.028 0.062 -0.587
Si 14.467 4.024 16.209 0.261 0.063 -0.327
Si 10.239 2.136 17.688 -0.087 0.133 -0.176
Si 12.967 3.941 23.409 -0.127 -0.117 -0.128
Si 7.835 15.342 23.546 -0.046 -0.064 -0.164
Si 14.065 16.056 21.246 -0.001 0.173 -0.146
Si 11.181 5.262 19.98 -0.1 0.135 -0.36
Si 8.898 7.946 24.06 -0.032 0.039 -0.012
Si 4.712 4.375 16.466 -0.027 -0.038 -0.239
Si 11.466 14.162 30.828 -0.061 -0.07 0.098
Si 5.042 14.699 24.818 0.055 0 -0.072
Si 15.894 11.039 25.294 0.001 -0.084 -0.063
Si 6.793 6.217 19.595 0.077 0.081 -0.264
Si 10.588 8.696 28.469 -0.023 -0.186 0.203
Si 2.922 8.242 17.38 0.019 -0.066 -0.337
Si 7.963 15.471 19.024 -0.222 0.083 -0.325
Si 16.308 8.057 18.316 -0.002 0.051 -0.318
Si 2.056 13.85 20.118 0.064 -0.005 -0.205
Si 2.874 2.529 24.044 0.047 -0.032 0.039
Si 8.203 8.329 21.14 -0.026 -0.084 -0.231
Si 10.178 0.491 24.774 -0.041 -0.082 -0.046
Si 13.806 8.51 16.882 0.175 0.045 -0.262
Si 14.146 10.257 30.013 -0.053 -0.001 0.248
Si 12.629 9.441 19.193 0.037 -0.045 -0.191
Si 9.739 14.337 16.658 -0.116 -0.119 -0.243
Si 13.9 12.01 19.579 0.071 0.015 -0.064
Si 1.534 13.684 31.313 0.087 -0.009 0.35
Si 12.704 12.58 28.649 -0.006 0.052 0.217
Si 11.845 6.373 27.332 -0.094 0.054 0.075
Si 3.976 7.228 19.81 0.024 0.066 -0.235
Si 10.253 0.228 27.723 -0.025 -0.052 0.151
Si 13.551 10.18 21.767 0.016 0.059 -0.336
Si 0.001 8.859 21.246 0.063 -0.101 -0.162
Si 12.281 13.715 17.587 0.293 -0.035 -0.506
Si 14.057 1.902 30.946 0.152 0.033 0.155
Si 10.202 10.279 25.871 -0.087 -0.038 -0.015
Si 2.625 16.206 25.424 -0.116 0.111 0.01
Si 4.244 4.713 25.785 0.053 -0.036 -0.05
Si 15.733 5.118 18.639 0.02 0.051 -0.198
Si 7.138 3.181 31.569 0.038 0.067 0.261
Si 14.044 4.22 20.692 -0.006 0.146 -0.147
Si 4.393 10.055 19.011 0.063 -0.116 -0.13
Si 2.513 2.17 30.537 -0.008 0.081 0.187
Si 12.58 0.352 18.711 0.098 0.028 -0.243
Si 8.312 1.062 21.25 0.033 -0.015 -0.082
Si 5.764 5.999 31.79 -0.052 -0.243 0.104
Si 13.516 7.536 31.575 0.191 -0.086 0.181
Si 1.849 6.623 22.083 -0.137 0.123 -0.15
Si 0.988 2.326 26.143 0.052 -0.175 0.012
Si 2.678 7.1 24.862 0.032 -0.025 -0.071
Si 10.72 5.686 22.864 0.031 -0.066 -0.287
Si 10.03 13.722 28.342 0.178 -0.023 0.158
Si 16.202 10.6 17.09 -0.195 -0.049 -0.149
Si 4.521 14.877 21.729 0.084 0.091 -0.211
Si 7.14 13.46 21.196 0.079 0.154 -0.107
Si 1.042 2.784 17.857 -0.252 -0.013 -0.277
Si 13.197 0.97 28.099 0.05 -0.075 0.151
Si 9.068 6.447 27.64 0.138 -0.04 -0.019
Si 11.378 0.726 31.829 0.002 -0.01 0.123
Si 15.431 0.373 17.606 0.223 0.103 -0.309
Si 15.909 1.886 20.187 0.16 -0.051 -0.314
Si 10.566 5.094 17.22 0.05 0.11 -0.386
Si 4.479 9.02 26.413 0.014 0.066 0.119
Si 2.792 3.764 28.122 0.067 0 0.238
Si 3.734 3.108 18.98 0.026 0.085 -0.178
Si 9.634 9.561 18.973 -0.032 0.088 -0.082
Si 3.07 14.1 17.171 -0.005 0.011 -0.268
Si 8.639 4.116 18.885 0.028 0.023 -0.261
Si 14.257 14.627 26.81 -0.177 0.063 0.101
Si 14.22 2.225 25.615 0.022 0.058 0.005
Si 0.056 8.181 24.084 0.069 -0.008 -0.355
Si 3.184 7.432 31.342 0.115 0.017 0.24
Si 1.711 4.969 30.529 0.047 -0.049 0.135
Si 5.039 12.081 26.652 -0.143 0.077 0.062
Si 1.595 11.046 19.798 -0.056 -0.063 -0.326
Si 10.691 4.524 29.14 -0.004 0.038 0.055
Si 5.774 0.888 19.99 0.045 -0.208 -0.291
Si 6.616 6.797 25.911 -0.108 0.024 0.003
Si 14.084 7.824 25.933 0.117 -0.055 0.043
Si 0.845 13.682 26.106 0.121 0.005 0.008
Si 12.947 10.449 24.786 0.119 0.08 0
Si 9.004 10.284 30.129 0.094 0.082 0.246
Si 9.783 12.246 32.371 -0.015 0.026 0.192
Si 4.556 1.516 32.483 0.046 0.077 0.239
Si 15.219 12.18 32.271 0.021 0.193 0.236
Si 2.538 9.259 28.82 -0.003 0.015 0.194
Si 16.056 9.29 27.831 -0.047 -0.064 0.082
Si 15.599 14.321 19.524 0.083 -0.015 -0.163
Si 0.317 0.294 31.498 -0.023 -0.05 0.165
Si 13.238 16.026 24.284 0.021 -0.041 0.001
Si 10.272 2.775 22.8 0.129 0.06 -0.135
Si 2.589 12.437 28.544 -0.025 0.012 0.189
Si 15.212 4.885 31.478 -0.043 0.028 0.256
Si 5.606 16.01 17.165 0.091 0.12 0.006
Si 9.327 1.919 29.803 -0.136 0.173 0.178
Si 8.079 11.702 27.545 0.09 -0.095 0.08
Si 10.789 6.116 31.689 -0.002 -0.027 0.2
Si 7.862 7.937 17.124 -0.075 -0.055 -0.072
Si 7.162 10.76 19.905 -0.008 0.009 -0.236
Si 1.984 3.656 21.369 -0.134 0.011 -0.202
Si 8.277 7.866 31.818 0.145 -0.121 0.127
O 15.086 0.671 31.266 -0.439 -0.199 -0.044
O 10.811 9.647 27.212 0.296 0.096 0.019
O 8.977 5.064 17.595 -0.439 0.336 -0.309
O 0.11 4.857 30.433 -0.273 -0.136 -0.733
O 10.173 14.265 29.858 -0.462 0.369 0.192
O 15.842 14.412 26.643 0.036 0.181 0.036
O 3.072 3.921 20.198 0.091 0.385 0.122
O 11.478 11.034 25.184 -0.038 0.7 -0.314
O 2.516 13.519 32.64 0.149 0.249 -0.235
O 14.397 11.31 31.205 -0.522 0.055 -0.291
O 3.586 1.209 31.247 -0.159 -0.709 -0.148
O 11.775 7.577 28.462 0.361 0.075 0.281
O 13.205 1.984 26.844 -0.52 0.263 0.059
O 14.108 4.224 22.3 0.611 0.331 0.411
O 13.649 13.319 27.562 0.159 -0.173 -0.207
O 9.828 4.37 19.962 0.018 -0.361 0.707
O 3.028 5.785 25.718 -0.301 -0.056 0.437
O 4.544 6.63 30.922 -0.015 0.02 -0.587
O 4.094 12.527 27.91 0.174 -0.023 0.149
O 14.47 14.629 20.624 -0.395 -0.414 0.244
O 15.718 11.154 33.394 -0.052 -0.257 0.031
O 8.615 13.004 33.188 -0.351 0.019 -0.54
O 6.94 14.87 33.984 0.073 0.103 -0.369
O 4.369 14.784 23.336 -0.545 0.152 0.182
O 10.822 0.564 33.338 -0.637 0.536 -0.179
O 0.51 0.361 33.11 0.46 -0.349 -0.106
O 14.96 7.557 24.584 -0.148 -0.24 -0.448
O 11.101 4.937 30.641 0.291 -0.39 0.226
O 11.893 15.633 31.275 0.668 0.118 -0.274
O 10.458 9.612 29.797 0.614 0.061 0.348
O 3.667 2.321 33.567 0.046 -0.232 0.067
O 1.358 9.497 33.952 -0.027 0.194 -0.571
O 10.986 3.521 17.309 0.385 -0.221 -0.033
O 14.596 2.818 20.145 -0.284 -0.305 -0.078
O 15.19 11.762 16.539 0.094 -0.173 0.288
O 6.284 4.279 16.102 0.361 -0.067 0.548
O 3.167 10.973 19.463 -0.097 0.411 0.2
O 7.321 11.869 21.062 0.112 -0.124 0.557
N 2.64 8.033 15.703 -0.001 -0.108 0.055
O 6.927 9.105 16.495 -0.251 0.146 0.459
N 13.119 13.631 16.017 -0.06 -0.076 0.241
O 13.99 7.19 15.964 -0.345 -0.116 0.148
O 3.852 3.198 15.712 -0.59 0.171 -0.074
O 6.97 1.761 20.663 0.016 0.833 0.251
O 5 13.202 25.468 0.147 -0.285 -0.044
O 10.645 11.097 15.383 -0.196 -0.066 0.512
O 3.602 12.855 16.272 -0.36 -0.244 0.315
O 8.535 10.768 19.015 -0.011 0.589 -0.142
N 16.02 0.24 15.947 -0.061 0.1 0.169
O 6.596 15.079 16.302 0.068 -0.232 0.194
O 0.975 3.168 16.276 0.112 -0.545 0.148
N 6.438 16.276 18.664 0.077 0.011 0.111
O 2.683 13.617 18.647 0.157 -0.38 0.129
O 7.049 9.316 20.607 -0.438 -0.154 -0.012
N 10.742 5.623 15.593 -0.018 0.017 0.162
O 9.545 2.061 21.533 -0.014 -0.137 -0.306
O 0.814 2.622 20.928 0.169 0.014 0.251
O 12.111 5.303 23.616 0.132 0.312 0.331
O 14.651 4.299 17.772 -0.441 -0.136 0.282
O 12.778 9.543 16.166 -0.12 0.017 0.448
O 16.124 6.506 17.926 0.145 -0.092 -0.39
O 3.956 9.494 17.543 0.238 0.327 -0.376
O 7.697 14.073 19.801 0.074 -0.415 -0.123
O 1.426 2.879 24.686 -0.314 0.5 -0.225
O 8.375 8.603 22.695 -0.191 0.354 0.19
O 15.055 9.614 21.87 0.168 0.002 0.597
O 12.525 4.395 20.186 -0.079 -0.227 -0.224
O 12.683 9.207 20.789 -0.396 -0.654 0.281
O 5.083 16.284 21.137 0.022 0.155 0.227
O 1.51 12.426 20.632 -0.054 -0.126 0.653
O 0.718 4.174 18.669 0.322 0.151 0.538
O 0.727 14.749 20.035 0.089 0.491 0.308
O 9.899 1.3 16.353 -0.02 -0.632 0.293
O 8.907 15.22 17.728 0.182 0.388 0.201
O 1.51 8.52 18.126 0.062 0.161 0.238
O 3.077 14.58 21.099 -0.29 0.069 0.312
O 15.717 2.32 26.209 0.049 -0.109 0.101
O 9.567 8.729 20.362 0.511 -0.117 0.323
O 9.809 4.328 22.884 -0.723 0.107 0.23
O 7.599 7.235 24.71 -0.34 -0.156 -0.134
O 14.264 6.162 31.105 0.074 -0.1 -0.526
O 5.841 8.131 26.429 0.399 0.262 0.338
N 8.681 13.472 15.585 -0.086 -0.065 0.184
O 4.209 15.222 17.343 -0.132 0.195 0.05
O 1.161 9.902 20.842 0.446 -0.153 0.406
O 5.609 5.568 25.529 0.2 -0.226 -0.405
O 8.151 2.752 15.217 0.039 -0.153 0.467
O 8.575 13.131 28.091 -0.299 0.233 -0.051
O 10.838 15.224 15.779 -0.261 0.487 -0.077
O 11.168 10.003 18.765 -0.119 0.516 -0.089
O 1.136 7.505 25.08 -0.314 -0.292 0.4
O 15.429 15.17 18.158 -0.153 -0.432 -0.09
O 1.489 3.941 34.02 0.029 -0.153 -0.359
O 1.368 5.075 21.872 -0.548 0.127 0.245
O 7.212 4.651 19.407 -0.34 -0.271 0.047
O 4.448 8.767 19.99 -0.022 0.041 0.506
O 11.021 6.17 21.323 0.099 0.589 0.127
O 15.074 8.173 27.18 -0.163 -0.419 0.299
O 5.389 10.959 15.529 -0.09 0.15 0.203
O 15.89 8.149 19.867 -0.199 -0.071 0.301
O 13.114 9.07 25.61 -0.473 0.048 0.045
O 4.024 3.449 24.772 0.375 -0.097 -0.054
O 8.408 7.108 15.862 -0.173 -0.013 -0.115
O 7.938 2.611 30.279 -0.278 0.138 -0.432
O 4.135 4.099 27.288 0.61 -0.247 0.35
O 13.576 15.733 22.735 0.067 -0.247 0.126
O 1.517 3.401 27.212 -0.209 0.301 0.101
O 3.575 8.376 25.244 -0.029 0.261 -0.464
O 1.738 0.874 26.392 -0.117 -0.276 0.371
O 2.848 8.609 30.28 -0.062 0.273 0.026
O 3.78 8.877 27.864 0.291 -0.344 0.165
O 15.493 9.897 29.215 0.298 -0.126 -0.008
O 14.067 7.909 33.063 0.321 -0.047 -0.043
O 0.663 11.014 18.453 0.081 0.228 0.024
O 14.252 13.282 33.001 0.049 -0.005 -0.518
O 13.603 11.695 21.144 -0.061 0.425 0.488
O 6.583 15.194 24.583 0.127 0.215 0.359
O 15.419 0.624 21.085 0.233 -0.267 0.445
O 7.764 0.301 22.571 -0.498 0.278 0.172
O 4.509 4.173 18.046 0.181 0.232 0.459
O 4.128 15.65 25.794 0.25 0.119 0.462
N 0.557 7.76 22.451 -0.096 -0.091 0.158
O 12.901 0.337 20.304 -0.226 0.313 0.527
O 1.734 14.752 16.519 -0.228 -0.197 0.404
O 5.198 1.006 16.302 0.132 0.278 0.006
O 9.162 7.912 28.323 -0.329 0.246 0.352
O 9.079 0.74 28.718 -0.425 -0.17 -0.175
O 11.895 4.951 28.126 0.624 -0.49 -0.085
O 9.194 8.576 17.772 0.338 0.07 -0.372
O 0.027 9.813 24.309 0.018 0.099 -0.385
O 14.57 2.456 15.853 -0.462 -0.022 0.189
O 4.263 5.853 16.004 -0.033 0.303 0.521
O 15.052 5.351 20.087 0.116 0.595 0.196
O 2.899 6.706 23.309 0.464 0.056 0.093
O 12.779 12.85 18.824 -0.477 -0.061 0.356
O 14.762 1.713 34.082 -0.04 -0.041 -0.21
O 6.775 4.201 0.027 0.077 -0.042 -0.093
O 6.842 7.174 31.883 -0.174 0.152 -0.107
O 8.981 11.273 26.264 -0.048 0.268 -0.426
N 15.62 5.019 15.345 0.042 -0.022 0.057
O 8.195 3.001 32.811 0.337 -0.278 -0.307
O 14.531 3.41 31.349 0.129 -0.152 0.101
O 13.076 8.16 18.303 -0.004 -0.43 0.323
O 7.006 7.088 18.217 -0.391 -0.085 -0.031
O 10.087 0.949 26.311 -0.038 0.468 -0.063
O 2.374 5.028 29.052 0.209 0.387 -0.593
O 9.791 1.87 24.035 -0.562 0.197 0.242
O 14.028 15.956 27.722 0.376 0.025 0.332
O 14.182 0.951 24.636 0.657 -0.163 -0.326
O 9.18 15.587 24.414 0.224 -0.557 0.158
O 1.732 14.82 25.313 -0.174 -0.265 -0.235
O 12.668 1.692 31.758 0.061 0.457 0.486
O 13.791 10.55 18.882 0.189 -0.137 -0.548
O 5.785 10.89 19.04 0.016 0.325 -0.368
N 15.399 9.074 17.262 0.022 0.014 -0.057
O 10.72 13.268 17.379 -0.247 -0.518 0.497
O 7.603 6.22 27.053 -0.384 -0.51 0.165
O 15.753 5.154 32.995 -0.387 0.348 -0.143
N 0.021 1.536 18.513 0.017 -0.092 0.178
O 12.947 4.398 15.934 -0.224 0.278 0.522
O 4.408 11.932 33.843 0.262 -0.285 -0.252
O 12.245 15.222 18.151 -0.112 0.069 0.398
O 1.095 1.415 30.632 -0.217 0.255 -0.292
O 5.255 6.28 20.091 0.016 -0.268 0.15
O 0.95 15.19 31.088 -0.094 0.144 -0.281
O 8.236 10.64 28.756 -0.127 -0.388 0.021
O 6.611 9.867 34.046 0.164 0.012 -0.578
O 13.87 0.832 17.835 -0.21 0.649 -0.241
O 4.696 1.915 19.43 -0.093 -0.093 0.09
O 13.644 8.831 30.609 -0.287 0.084 -0.405
O 10.341 2.966 29.092 0.412 -0.102 -0.174
O 11.172 12.589 28.09 -0.293 -0.439 -0.535
O 10.217 14.986 27.373 -0.093 -0.237 -0.339
O 10.101 1.297 31.059 -0.138 -0.176 0.336
O 11.677 0.54 28.425 -0.142 -0.274 0.342
O 10.385 11.032 33.231 -0.216 -0.027 -0.17
O 2.563 2.367 18.153 -0.016 -0.337 0.138
O 2.331 13.227 29.962 0.19 0.092 -0.136
O 7.76 6.82 20.757 0.012 -0.494 0.451
O 2.995 0.901 24.182 0.07 -0.167 -0.26
O 16.176 10.529 26.803 -0.012 0.56 0.029
O 11.001 13.274 32.094 0.187 0.059 0.455
O 1.627 13.068 27.396 -0.244 0.24 -0.063
O 2.677 6.999 20.741 -0.314 -0.149 0.041
O 12.866 10.185 23.201 -0.556 0.018 -0.038
O 11.279 1.286 18.559 0.048 -0.077 0.41
O 1.026 10.351 15.976 0.143 0.516 -0.021
O 3.043 2.453 29.044 0.563 -0.272 -0.533
O 13.793 1.776 29.357 -0.093 0.429 -0.181
O 0.404 12.429 25.134 0.34 -0.09 -0.277
O 10.013 6.854 23.677 0.406 0.083 0.343
O 5.824 2.339 31.955 -0.063 -0.037 -0.133
O 8.658 8.277 33.329 0.73 -0.291 0.012
O 10.361 6.396 26.608 0.093 -0.257 -0.567
O 11.671 0.024 24.399 -0.137 -0.282 -0.312
O 9.57 9.1 24.958 0.031 0.002 0.167
O 9.329 5.296 28.732 -0.45 -0.224 0.352
O 3.539 7.021 18.253 0.171 -0.532 -0.092
O 13.117 6.589 26.369 0.059 -0.468 -0.394
O 9.4 6.836 31.299 -0.078 -0.204 -0.558
O 6.564 4.681 31.262 -0.146 0.046 -0.351
O 14.292 11.335 25.077 -0.12 0.267 -0.167
O 13.156 11.052 28.978 -0.12 -0.198 -0.453
O 2.334 3.635 31.238 0.081 0.125 0.554
O 12.686 13.462 30.023 0.422 -0.085 0.248
O 8.836 2.556 18.444 -0.304 -0.471 -0.022
O 5.08 0.127 33.091 -0.007 -0.315 -0.556
O 10.705 5.435 33.145 -0.215 0.15 0.051
O 5.082 5.703 33.232 -0.23 0.003 0.015
O 9.201 11.63 30.999 -0.388 0.434 -0.27
O 2.015 6.313 31.358 -0.225 -0.115 0.18
O 11.942 7.228 31.685 -0.347 0.44 0.102
O 4.627 10.605 26.09 -0.249 0.104 -0.383
O 0.192 12.808 31.56 -0.089 -0.065 -0.402
O 13.704 3.506 24.776 -0.004 0.221 0.429
O 13.584 14.833 25.336 0.003 -0.529 -0.298
O 11.915 2.812 22.825 0.081 -0.498 -0.156
O 7.859 14.046 22.538 0.24 -0.345 0.389
O 2.859 2.925 22.502 0.533 -0.293 -0.15
O 15.315 12.742 19.299 0.278 -0.047 -0.232
O 12.603 3.79 34.112 -0.066 0.064 -0.391
O 12.428 14.975 34.068 -0.141 -0.047 -0.298
O 11.269 5.906 18.468 0.339 0.483 0.097
O 5.551 13.726 21.273 -0.405 -0.578 -0.081
O 1.17 8.652 28.187 0.067 -0.333 -0.36
O 3.234 8.036 32.858 0.345 0.003 -0.225
O 6.548 11.896 27.16 0.069 0.145 -0.152
O 8.138 9.196 30.932 -0.295 0.054 -0.287
O 2.333 10.868 28.891 -0.273 0.072 0.075
O 12.241 9.469 34.148 -0.026 -0.108 -0.381
O 8.792 0.028 20.098 0.474 -0.114 -0.034

Results
total energy: -133408.738 eV
total energy less fixed offsets of N -271.95, O -438.35, Si -107.03 eV per atom: 7.592 eV
